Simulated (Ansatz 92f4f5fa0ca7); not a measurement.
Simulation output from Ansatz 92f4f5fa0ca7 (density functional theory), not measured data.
Periodic cell of 211 atoms, Si125O78P8, from a study of silicon, its oxide and their interface. The atomic structure is a simulated model.
Doubt: the cutoff is far below the 930 eV that the study's wrapper takes by default for these files, so forces and energies are approximate.
This geometry differs little from another in the collection (a relaxation step or a small displacement).

Settings
functional: PBE
potential files: Ansatz PAW
basis: plane waves
wave-function cutoff: 580 eV
density cutoff ratio: 5
exchange-correlation grid ratio: 1
k mesh: 1 x 1 x 1, Gamma-centred
self-consistency stop: 5e-08 eV per atom in the density residual
occupations: fixed
spin: none
net charge: 0

Cell vectors (angstrom)
a	10.938	0	0
b	0	10.938	0
c	0	0	31.5319

Atoms: element, x, y, z (angstrom)
P	10.3895	0.4597	24.1642
Si	5.1107	0.4115	24.0942
Si	3.0685	2.0002	24.0829
P	8.7557	2.2034	24.1227
P	10.3692	5.9509	24.0893
Si	5.0127	5.9156	24.0572
Si	3.1642	7.6689	24.0406
P	8.734	7.6882	24.097
Si	1.264	1.2581	25.4761
Si	6.9082	1.3917	25.3869
Si	4.0292	4.0334	25.2311
Si	9.5719	4.0817	25.3891
Si	1.2767	6.7993	25.3288
Si	6.8965	6.821	25.342
Si	4.1103	9.5153	25.3173
Si	9.5489	9.5434	25.4118
Si	2.7275	-0.0885	26.7574
Si	8.1647	-0.042	26.7621
Si	0.0307	2.7728	26.7707
Si	5.4813	2.7796	26.7028
Si	2.6893	5.4149	26.6923
Si	8.1717	5.4174	26.7453
Si	0.0437	8.2319	26.7455
Si	5.5228	8.2132	26.7247
Si	4.1018	1.3673	28.1136
Si	9.5708	1.3673	28.1136
Si	1.3673	4.1018	28.1136
Si	6.8362	4.1018	28.1136
Si	4.1018	6.8362	28.1136
Si	9.5708	6.8362	28.1136
Si	1.3673	9.5708	28.1136
Si	6.8362	9.5708	28.1136
Si	0	0	29.4809
Si	5.469	0	29.4809
Si	2.7345	2.7345	29.4809
Si	8.2035	2.7345	29.4809
Si	0	5.469	29.4809
Si	5.469	5.469	29.4809
Si	2.7345	8.2035	29.4809
Si	8.2035	8.2035	29.4809
Si	1.3673	1.3673	30.8481
Si	6.8362	1.3673	30.8481
Si	4.1018	4.1018	30.8481
Si	9.5708	4.1018	30.8481
Si	1.3673	6.8362	30.8481
Si	6.8362	6.8362	30.8481
Si	4.1018	9.5708	30.8481
Si	9.5708	9.5708	30.8481
Si	2.7345	0	0.6835
Si	8.2035	0	0.6835
Si	0	2.7345	0.6835
Si	5.469	2.7345	0.6835
Si	2.7345	5.469	0.6835
Si	8.2035	5.469	0.6835
Si	0	8.2035	0.6835
Si	5.469	8.2035	0.6835
Si	4.1018	1.3673	2.0507
Si	9.5708	1.3673	2.0507
Si	1.3673	4.1018	2.0507
Si	6.8362	4.1018	2.0507
Si	4.1018	6.8362	2.0507
Si	9.5708	6.8362	2.0507
Si	1.3673	9.5708	2.0507
Si	6.8362	9.5708	2.0507
Si	0	0	3.418
Si	5.469	0	3.418
Si	2.7345	2.7345	3.418
Si	8.2035	2.7345	3.418
Si	0	5.469	3.418
Si	5.469	5.469	3.418
Si	2.7345	8.2035	3.418
Si	8.2035	8.2035	3.418
Si	1.3512	1.373	4.9038
Si	6.8197	1.3739	4.6991
Si	4.121	4.1185	4.9131
Si	9.5274	4.1725	4.7055
Si	1.4095	6.7964	4.6635
Si	6.8001	6.8318	4.8761
Si	4.1023	9.5972	4.7074
Si	9.5979	9.6144	4.8398
Si	2.8385	-0.0816	6.2122
Si	8.1866	0.155	6.1318
Si	-0.1414	2.8727	6.1349
Si	5.6097	2.6788	6.2108
Si	2.6787	5.6081	6.2156
Si	8.2545	5.4493	6.2172
Si	0.2068	8.2162	6.0189
Si	5.3605	8.2806	6.159
Si	4.6683	0.862	7.5446
P	9.0461	1.9503	7.4004
Si	0.8033	4.6765	7.4538
P	7.3992	3.6025	7.4309
P	3.5748	7.4192	7.4339
Si	10.0138	6.7012	7.4104
P	1.9139	9.0555	7.3986
Si	6.5204	9.969	7.4446
O	4.1065	1.3769	9.0256
O	7.2749	9.2772	8.7798
O	9.6188	7.8942	8.5719
O	1.2706	3.8755	8.8316
O	2.7911	8.1296	22.4767
O	5.4946	5.5008	22.5191
O	2.2393	1.8892	22.6353
O	5.796	-0.062	22.6498
Si	6.5709	0.9868	14.5079
Si	6.0329	10.5351	21.0848
Si	8.3616	10.5551	19.2068
Si	10.128	2.0562	19.5343
Si	5.7778	2.4505	17.1938
Si	5.3563	5.1319	20.9436
Si	7.6157	3.7839	19.3878
Si	2.3646	4.8037	20.2324
Si	3.1133	10.5511	16.9053
Si	3.8064	1.0445	19.2565
Si	6.106	9.46	17.1502
Si	3.6644	6.3581	15.669
Si	5.9953	6.2118	12.8717
Si	0.7826	4.027	17.8175
Si	1.595	2.2495	21.1944
Si	5.9087	4.7946	15.3231
Si	8.9588	4.1388	14.5052
Si	9.3984	3.6002	11.3335
Si	4.0196	1.8653	10.5767
Si	1.7438	4.152	14.7899
Si	5.086	8.0015	19.7052
Si	3.4886	7.6231	12.8387
Si	0.8669	6.0609	12.3508
Si	10.6852	8.3226	19.5584
Si	8.4228	10.4983	11.9416
Si	2.2829	7.8681	20.9502
Si	9.7793	6.893	15.7083
Si	7.5073	8.5065	14.355
Si	1.7294	1.0895	14.7042
Si	1.4756	7.9593	16.8328
Si	1.3253	3.6659	10.4385
Si	9.3481	6.0707	18.4771
Si	6.8078	1.9762	11.7036
Si	8.7894	6.2371	11.3964
Si	9.5576	1.0759	14.276
Si	3.9672	10.7107	12.9605
Si	8.5596	8.6525	9.5776
O	-0.0698	2.9441	10.9947
O	6.5023	4.0338	20.5554
O	5.3173	0.0821	13.89
O	7.5534	-0.029	20.598
O	2.7277	6.8903	16.909
O	2.5519	0.1165	13.6933
O	8.1086	2.6819	11.0312
O	1.3718	3.866	21.125
O	3.4761	8.2849	19.9
O	9.1279	9.8167	10.6171
O	8.1182	7.4591	10.5781
O	5.2546	6.1457	16.0452
O	9.8658	6.9158	19.773
O	4.9372	0.4362	20.2338
O	9.4579	2.6211	14.8481
O	2.1273	9.3724	16.3847
O	0.1323	0.6365	14.7795
O	7.0183	2.8436	18.1859
O	0.1341	1.5866	20.8119
O	9.4843	0.6222	12.6719
O	6.8473	9.0873	15.7437
O	0.8477	8.6531	20.7363
O	1.0098	5.0966	13.6734
O	4.5459	1.95	18.1219
O	10.2428	6.6298	12.1531
O	9.3052	0.871	18.798
O	8.9426	7.834	14.6982
O	0.3858	7.4323	15.7368
O	7.5088	4.4598	15.2108
O	9.0611	7.0294	17.1786
O	7.2397	10.2805	18.0363
O	5.455	2.5725	10.999
O	1.9448	7.2989	12.3815
O	6.7512	2.1743	13.3575
O	3.9075	4.4629	20.6261
O	1.0237	3.91	16.2295
O	7.9912	5.25	18.7833
O	3.9151	9.1523	12.5309
O	5.2518	3.6831	16.2976
O	5.8568	8.9384	20.7996
O	7.0793	0.3788	11.434
O	0.6863	8.1758	18.2287
O	5.4909	4.9118	13.742
O	4.7049	10.2011	16.6894
O	9.223	4.9723	10.4371
O	9.4693	9.3872	19.448
O	3.5332	7.4376	14.4613
O	10.5584	5.1145	18.0304
O	2.9508	-0.1252	18.5062
O	2.7245	1.8871	20.089
O	1.9683	6.304	20.6689
O	9.8106	5.3566	15.1681
O	5.4859	6.4651	20.0273
O	0.2138	2.6178	18.3936
O	7.8562	9.4077	13.0267
O	3.9397	0.5838	11.5591
O	3.1337	4.9038	15.143
O	2.5405	0.942	16.1257
O	8.1234	0.4164	14.7977
O	2.1154	4.5079	18.6398
O	7.3915	5.7703	12.1609
O	5.5869	8.2825	18.1742
O	2.6913	2.8151	10.776
O	6.2047	1.3933	16.0341
O	6.4048	7.4355	13.8591
O	1.8856	2.6404	14.1728
O	9.2595	4.1244	12.8898
O	1.3594	5.1557	11.0871
O	4.634	6.6901	12.0753
O	8.9813	3.133	20.0131

Results
free energy: -129866.295 eV
free energy less fixed offsets of O -568.88, P -755.39, Si -635.61 eV per atom: 0.715 eV

Forces (eV/angstrom), in the order of the atoms: element, x, y, z
P	-0.0087	-0.0046	0.0111
Si	0.0044	0.004	0.0056
Si	-0.0048	-0.0043	0.0124
P	0.0028	0.0079	0.0038
P	0.0038	-0.0135	-0.0061
Si	0.0095	0.0091	0.0081
Si	-0.0074	-0.0105	0.0067
P	0.0039	0.0068	0.0189
Si	0.0096	-0.0051	-0.0007
Si	0.0001	0.0027	0.0013
Si	0.0016	-0.0032	0.001
Si	-0.0009	0.0011	0.0057
Si	0.0061	-0.0049	0.0027
Si	-0.0044	0.0036	-0.0038
Si	0.0013	-0.0001	0.006
Si	-0.0028	0.0011	-0.0095
Si	-0.005	0.0081	-0.0078
Si	0.0067	0.0051	-0.0017
Si	-0.0033	-0.0019	-0.0029
Si	0.0029	-0.0044	-0.0067
Si	-0.0066	0.0104	-0.0127
Si	-0.0005	0.0033	0.001
Si	-0.002	-0.0009	-0.0001
Si	0.0028	-0.0043	-0.0053
Si	0.0492	-0.0149	-0.4782
Si	-0.0558	-0.0271	-0.3141
Si	0.1871	0.1122	0.4277
Si	-0.3014	-0.0651	0.297
Si	-0.0114	-0.1681	-0.5982
Si	0.0077	-0.0308	-0.4468
Si	0.0928	-0.2013	0.6031
Si	-0.1895	-0.1396	0.4475
Si	0.0473	0.0069	-0.0017
Si	0.0227	-0.0348	0.0016
Si	-0.0435	0.0322	-0.005
Si	-0.079	-0.0517	0.0059
Si	0.0291	0.0002	-0.0008
Si	0.0103	-0.0369	0.0075
Si	-0.1197	-0.0063	0.0172
Si	-0.0542	0.0087	0.0036
Si	-0.0041	-0.0311	-0.0179
Si	-0.0185	0.0068	0.0241
Si	0.0299	-0.0079	-0.0144
Si	0.0257	0.0345	0.0132
Si	0.0273	-0.0421	0.0232
Si	-0.0051	0.0294	-0.018
Si	0.0241	0.017	0.0148
Si	0.0362	0.0083	-0.023
Si	-0.1063	0.0169	-0.0025
Si	0.0199	-0.0702	0.0017
Si	0.0579	-0.0583	-0.0179
Si	-0.0444	0.1174	-0.0131
Si	0.0238	-0.0652	0.0007
Si	-0.1143	0.0241	-0.0038
Si	-0.0424	0.107	-0.0108
Si	0.0906	-0.0814	-0.0185
Si	0.081	-0.048	-0.0045
Si	0.0574	0.1174	-0.0137
Si	-0.0785	0.0295	0.0117
Si	0.0401	-0.1144	-0.0354
Si	-0.0139	0.1252	-0.0525
Si	0.101	-0.0207	-0.0145
Si	0.0667	-0.0446	-0.0045
Si	-0.0407	0.0478	0.0043
Si	0.1555	0.2445	0.4207
Si	0.0114	0.023	-0.66
Si	0.0241	0.0558	0.9688
Si	-0.1102	0.2207	-0.4771
Si	-0.045	-0.013	-0.7481
Si	-0.046	-0.0552	0.6033
Si	0.2589	0.0908	-0.6649
Si	-0.0372	0.0269	0.7995
Si	0.0068	0.0038	-0.0079
Si	-0.0117	-0.015	-0.0265
Si	-0.0081	-0.0045	-0.0055
Si	0.0119	0.0121	-0.0352
Si	-0.0064	-0.0053	-0.0204
Si	0.0066	0.009	-0.0074
Si	0.0067	0.005	-0.0267
Si	-0.0104	-0.0088	-0.0024
Si	-0.0055	-0.0012	0.0127
Si	0.0044	0.0036	0.0024
Si	-0.0047	-0.005	0.0121
Si	0.0012	0.005	0.0106
Si	0.0103	0.0048	0.0051
Si	-0.0064	-0.0044	0.0089
Si	0.0053	0.0047	0.0065
Si	-0.0004	-0.0035	0.0083
Si	-0.0004	-0.0006	-0.0082
P	0.0012	0	0.0057
Si	0.0004	-0.0018	-0.0089
P	0.0014	-0.0018	-0.0011
P	-0.0031	-0.0018	-0.0029
Si	0.0009	0.0013	0.0016
P	-0.0006	0.0017	-0.0018
Si	0.0015	-0.0033	-0.0029
O	-0.0022	0.0022	0.0053
O	-0.0001	0.0001	-0.0014
O	0.0028	-0.0012	-0.0028
O	-0.0011	-0.0001	0.0008
O	0	0.0014	-0.0053
O	-0.0028	-0.0029	-0.0049
O	-0.0057	-0.0024	0.0046
O	-0.0023	-0.0028	-0.0007
Si	-0.0006	-0.0012	0.0008
Si	-0.0008	0.0001	-0.0032
Si	-0.001	-0.0001	-0.0038
Si	0.0003	-0.0012	-0.0065
Si	-0.0002	-0.0001	-0.0001
Si	-0.0006	0.0019	0.0019
Si	-0.0017	0.0005	-0.0034
Si	0.0025	0.0019	-0.0044
Si	-0.0003	-0.0006	0.0001
Si	-0.001	0.0002	-0.0004
Si	0.0008	-0.0009	-0.0007
Si	-0.001	0.0004	-0.0002
Si	-0.0004	0.0002	0.0015
Si	-0.0012	-0.0015	-0.0019
Si	0.0004	-0.0008	-0.0066
Si	0	-0.0011	-0.0001
Si	0.0005	-0.0016	0.0008
Si	0.0013	-0.0017	0.0019
Si	-0.0002	-0.0009	-0.0019
Si	-0.0018	-0.0006	0.0016
Si	-0.0021	-0.001	-0.0031
Si	-0.0005	-0.0011	0.0026
Si	0.0001	-0.0016	0.0004
Si	0.0002	0.0002	-0.0047
Si	0.0008	-0.002	0.0013
Si	0.0021	-0.0026	-0.0015
Si	-0.0004	-0.0013	0.0014
Si	-0.001	-0.0005	0.0008
Si	-0.0003	-0.0006	0.0012
Si	-0.0004	-0.0002	0.0004
Si	-0.0006	-0.0018	0.0017
Si	-0.0004	-0.0019	-0.0039
Si	-0.0014	0.0009	0.0018
Si	0.0002	0.0011	0.0011
Si	0.0004	0.0005	0.0005
Si	-0.0002	0.0006	0.0002
Si	-0.0006	0.0017	-0.0002
O	-0.0017	-0.0002	-0.0016
O	0.0021	-0.0014	0.002
O	0.0006	-0.0007	0.0004
O	0.0017	-0.0015	0.0019
O	0.0001	-0.0009	0.0003
O	-0.0006	-0.0002	-0.0005
O	-0.0013	-0.0021	0.0001
O	-0.0026	0.0002	0.0044
O	0	-0.0011	0.0038
O	0.0002	0.001	0
O	0.0006	-0.0033	-0.0007
O	-0.0004	-0.0013	-0.0004
O	-0.0005	-0.0014	0.003
O	-0.0009	0.001	0.0026
O	-0.0003	-0.0008	-0.0005
O	-0.0003	-0.0008	0.0004
O	-0.0005	-0.0006	-0.0002
O	-0.0013	-0.001	0.0004
O	0.0007	-0.002	0.0051
O	0.0002	-0.0002	-0.0014
O	-0.0003	-0.0003	-0.0005
O	-0.0021	-0.0002	0.0019
O	0.0005	-0.0013	0.001
O	0.0009	-0.0005	0.0002
O	-0.0002	-0.0007	-0.0013
O	-0.0005	-0.001	0.0026
O	0	-0.0004	-0.0006
O	-0.0004	-0.0008	-0.0002
O	0	-0.0008	0.0001
O	-0.0001	-0.0003	0.0002
O	-0.0007	-0.0003	0.0007
O	0.002	0	-0.0005
O	0.0004	-0.0005	-0.0006
O	0.0007	-0.0003	0.0006
O	-0.0013	-0.0002	0.0016
O	0.0005	-0.0002	0.0006
O	0.0001	0.0002	0.002
O	-0.0003	-0.0009	-0.0004
O	0.0003	-0.0014	-0.0001
O	0.0001	-0.0011	0.0042
O	0.0001	0.0006	-0.0005
O	-0.0004	-0.0012	0.0014
O	-0.0007	-0.001	-0.0005
O	0.0003	-0.0013	-0.0003
O	-0.0005	-0.001	-0.0022
O	0.0001	-0.0003	0.0029
O	0.0004	-0.0006	-0.0003
O	-0.0007	0.0001	0.0015
O	-0.0002	-0.0009	0.0008
O	-0.0001	-0.002	0.0021
O	-0.0005	0.0016	0.0044
O	-0.0006	-0.0006	-0.0003
O	0.0007	-0.0003	0.0029
O	0.0005	0.0002	0.0024
O	-0.0005	-0.0011	-0.0007
O	-0.0004	-0.0026	0.0017
O	0.0009	-0.0008	-0.0012
O	-0.0001	-0.0006	0.0007
O	-0.0008	-0.0008	0.0004
O	-0.0015	-0.0007	0.0019
O	-0.001	-0.0004	0
O	-0.0001	0.0003	0.0004
O	-0.0006	-0.0002	-0.0008
O	0	-0.0004	0.0004
O	0.0007	0	-0.0008
O	-0.0002	-0.0008	-0.0011
O	-0.0012	0.0001	-0.0006
O	0	0.0018	0.0001
O	-0.0003	-0.0003	-0.0017
O	-0.0009	-0.001	0.0034

The program warned: the cutoff lies below the one the program advises for these potential files; the forces do not sum to zero within the program's tolerance; the exchange-correlation potential is rough where the density is thin.
